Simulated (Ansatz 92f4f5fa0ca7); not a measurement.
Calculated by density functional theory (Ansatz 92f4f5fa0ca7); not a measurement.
Periodic cell of 227 atoms, Si134O91H1N1, from a study of silicon, its oxide and their interface. The atomic structure is a simulated model.
Doubt: the cutoff is far below the 930 eV that the study's wrapper takes by default for these files, so forces and energies are approximate.

Settings: functional PBE; potential files Ansatz PAW; basis plane waves; wave-function cutoff 580 eV; density cutoff ratio 5; exchange-correlation grid ratio 1; k mesh 1 x 1 x 1, Gamma-centred; self-consistency stop 5e-08 eV per atom in the density residual; occupations fixed; spin none; net charge 0.

Cell vectors (angstrom)
a, 10.938, 0, 0
b, 0, 10.938, 0
c, 0, 0, 32.8758

Atoms: element, x, y, z (angstrom)
Si, 0.2681, -0.2631, 25.4229
Si, 5.8972, -0.3027, 25.3777
Si, 2.5133, 3.0989, 25.2286
Si, 7.8897, 3.2478, 25.2909
Si, 0.25, 5.344, 25.1941
Si, 5.6836, 5.498, 25.4092
Si, 2.4433, 8.4084, 25.4148
Si, 7.9795, 8.3475, 25.7087
Si, 1.4024, 1.4368, 26.624
Si, 6.889, 1.4564, 26.6088
Si, 4.0763, 4.2022, 26.6426
Si, 9.5779, 4.2068, 26.6352
Si, 1.3269, 6.8384, 26.7377
Si, 6.7772, 6.8505, 26.9792
Si, 4.1341, 9.6003, 26.6493
Si, 9.6184, 9.6036, 26.8087
Si, 2.7569, 0.0567, 28.0327
Si, 8.217, 0.075, 28.0715
Si, -0.0212, 2.7425, 28.0276
Si, 5.438, 2.7454, 28.0204
Si, 2.7298, 5.4932, 28.0827
Si, 8.2402, 5.4728, 28.1301
Si, -0.0139, 8.1909, 28.1256
Si, 5.3826, 8.2533, 28.1447
Si, 4.1018, 1.3673, 29.4576
Si, 9.5708, 1.3673, 29.4576
Si, 1.3673, 4.1018, 29.4576
Si, 6.8362, 4.1018, 29.4576
Si, 4.1018, 6.8362, 29.4576
Si, 9.5708, 6.8362, 29.4576
Si, 1.3673, 9.5708, 29.4576
Si, 6.8362, 9.5708, 29.4576
Si, 0, 0, 30.8248
Si, 5.469, 0, 30.8248
Si, 2.7345, 2.7345, 30.8248
Si, 8.2035, 2.7345, 30.8248
Si, 0, 5.469, 30.8248
Si, 5.469, 5.469, 30.8248
Si, 2.7345, 8.2035, 30.8248
Si, 8.2035, 8.2035, 30.8248
Si, 1.3673, 1.3673, 32.1921
Si, 6.8362, 1.3673, 32.1921
Si, 4.1018, 4.1018, 32.1921
Si, 9.5708, 4.1018, 32.1921
Si, 1.3673, 6.8362, 32.1921
Si, 6.8362, 6.8362, 32.1921
Si, 4.1018, 9.5708, 32.1921
Si, 9.5708, 9.5708, 32.1921
Si, 2.7345, 0, 0.6835
Si, 8.2035, 0, 0.6835
Si, 0, 2.7345, 0.6835
Si, 5.469, 2.7345, 0.6835
Si, 2.7345, 5.469, 0.6835
Si, 8.2035, 5.469, 0.6835
Si, 0, 8.2035, 0.6835
Si, 5.469, 8.2035, 0.6835
Si, 4.1018, 1.3673, 2.0507
Si, 9.5708, 1.3673, 2.0507
Si, 1.3673, 4.1018, 2.0507
Si, 6.8362, 4.1018, 2.0507
Si, 4.1018, 6.8362, 2.0507
Si, 9.5708, 6.8362, 2.0507
Si, 1.3673, 9.5708, 2.0507
Si, 6.8362, 9.5708, 2.0507
Si, 0, 0, 3.418
Si, 5.469, 0, 3.418
Si, 2.7345, 2.7345, 3.418
Si, 8.2035, 2.7345, 3.418
Si, 0, 5.469, 3.418
Si, 5.469, 5.469, 3.418
Si, 2.7345, 8.2035, 3.418
Si, 8.2035, 8.2035, 3.418
Si, 1.3638, 1.3513, 4.777
Si, 6.8601, 1.3628, 4.7871
Si, 4.1005, 4.087, 4.7474
Si, 9.6306, 4.0293, 4.8836
Si, 1.3811, 6.7986, 4.7953
Si, 6.8937, 6.7758, 4.7978
Si, 4.0454, 9.5607, 4.8143
Si, 9.5486, 9.5877, 4.6904
Si, 2.6442, -0.0067, 6.2229
Si, 8.2737, 0.0003, 6.0974
Si, 0.0373, 2.5452, 6.3166
Si, 5.4549, 2.7183, 6.0837
Si, 2.7389, 5.3725, 6.1582
Si, 8.3249, 5.4524, 6.2889
Si, -0.0933, 8.1846, 5.9713
Si, 5.4282, 8.121, 6.0951
Si, 3.8919, 1.6239, 7.4824
Si, 9.8514, 0.782, 7.7309
Si, 1.6616, 3.7976, 7.5477
Si, 6.665, 4.2065, 7.4464
Si, 4.4307, 6.4014, 7.4715
Si, 9.3085, 7.2972, 7.5677
Si, 0.9991, 9.5661, 7.4479
Si, 6.9787, 9.3957, 7.2634
O, 5.5915, 5.3385, 8.0125
N, -0.3019, -0.6551, 8.441
O, 2.8302, 2.7447, 8.0834
O, 7.9188, 8.1553, 7.791
O, 1.354, 9.544, 24.842
O, 6.715, 4.3396, 24.8037
O, 7.015, 9.4649, 24.9519
O, -0.3045, 6.0574, 23.7794
O, 6.5195, 10.1917, 8.6466
O, 1.1254, 4.491, 8.9609
O, 1.6944, 8.4375, 8.4615
O, 7.1746, 3.3562, 8.7583
O, 9.9439, 7.6376, 9.0986
O, 4.6042, 1.0778, 8.8859
O, 3.79, 6.868, 8.9232
O, 9.1743, 1.6061, 8.9759
O, 5.5073, 0.241, 23.8684
O, 8.6624, 2.8911, 23.8734
O, 8.3947, 6.1621, 22.2072
O, 5.2498, 6.4812, 24.1464
O, 8.5209, 7.3098, 24.5633
O, 3.3656, 2.4764, 23.9324
O, 2.8654, 7.5905, 24.0311
O, 10.5026, 0.3147, 24.0375
Si, 5.6483, 10.0372, 12.3396
Si, 9.542, 4.9454, 14.686
Si, 17.8227, 15.264, 16.4681
Si, 2.8917, 8.4344, 18.3712
Si, 4.1721, 4.1676, 14.8766
Si, 0.0646, 0.698, 22.5272
Si, 3.6176, 14.2795, 19.7716
Si, -2.2696, 2.5664, 22.2899
Si, -2.3466, 9.594, 12.2648
Si, 2.9765, 1.7873, 22.4954
Si, 6.1862, 2.0189, 18.4355
Si, 8.1585, 2.5823, 9.7826
Si, 10.1912, -1.7861, 9.7453
Si, 14.0169, 8.2742, 9.3207
Si, 1.3834, 7.7862, 11.4862
Si, 7.2306, 11.4127, 20.877
Si, 8.5367, 5.2957, 20.8401
Si, 1.5247, 4.7473, 10.5144
Si, 14.8083, -4.4653, 20.239
Si, -1.1667, 9.4048, 21.2584
Si, 6.6219, 6.2981, 18.8936
Si, 12.6074, 1.6001, 18.0101
Si, 3.7511, -1.3434, 14.6177
Si, 11.369, 7.9588, 16.7367
Si, 2.664, 12.5621, 14.1212
Si, 4.9341, -0.5074, 22.5383
Si, 10.945, 2.425, 15.5116
Si, 4.1055, 10.8603, 17.3171
Si, 2.9128, 6.8924, 15.9532
Si, 3.8098, 3.4645, 12.0825
Si, -1.5737, 7.3881, 19.0026
Si, 6.4801, 1.9559, 12.1978
Si, 8.9432, 12.4648, 13.5794
Si, 9.9456, 3.6401, 11.9328
Si, 9.3666, 6.9585, 23.2406
Si, 4.2453, 7.3586, 23.1993
Si, 5.0704, -0.4249, 9.2995
Si, 10.5864, -3.0846, 14.0115
O, 7.3204, 1.7212, 21.9362
O, 3.7903, 9.7897, 18.5329
O, 8.9122, 3.8083, 21.2827
O, 8.7443, 10.9124, 13.1972
O, 9.9674, 8.6523, 19.8295
O, 10.9297, 8.7619, 15.3584
O, 13.7983, 8.3129, 10.9634
O, 1.3821, 1.601, 22.5767
O, 3.98, 4.5437, 13.2987
O, 9.652, 5.994, 19.8399
O, 3.4133, -8.1772, 21.2772
O, 11.9391, 7.6612, 13.0779
O, 1.2876, 6.3182, 10.8123
O, 5.1271, 13.8716, 19.285
O, 11.3453, -2.0099, 10.8701
O, 5.8435, 10.6354, 21.1995
O, 8.9956, -1.1599, 10.6825
O, 3.0342, 8.1421, 14.8886
O, 3.5372, 13.5955, 15.0947
O, -1.0394, 1.6392, 21.8555
O, 1.3218, 6.6732, 16.2588
O, 3.0376, 4.1971, 10.8505
O, 7.0244, 9.1807, 12.262
O, 7.2124, 1.1603, 19.3904
O, 4.7268, -1.7093, 13.3806
O, 0.149, 10.3172, 21.5646
O, 8.241, 15.6413, 15.6452
O, 2.9772, 2.1373, 12.5871
O, 16.2812, 0.9018, 17.6209
O, 14.9154, -4.4384, 21.8543
O, 11.4148, 13.1027, 17.0423
O, 8.9847, 14.6574, 10.6155
O, 9.9672, 6.5019, 14.6624
O, -7.3106, 7.4173, 17.3206
O, 1.1056, 1.827, 14.483
O, 1.3978, 8.8473, 17.7547
O, 2.4838, 13.756, 18.7312
O, 15.954, -0.714, 10.8749
O, 10.7593, 4.0311, 15.2758
O, 7.317, 1.6342, 10.8279
O, 3.5299, 11.2062, 22.2607
O, 5.3495, 3.0286, 11.7449
O, 3.4748, 5.4191, 15.6318
O, 2.8984, 10.9369, 14.193
O, -3.3927, 13.3264, 13.3753
O, 7.7415, 7.4998, 18.7931
O, 4.5301, -0.9107, 15.982
O, 9.3202, 4.5953, 13.0989
O, 4.822, 8.8345, 22.8127
O, 5.8101, 11.5689, 12.8747
O, -1.4259, 1.7025, 15.1025
O, 11.9809, 0.7122, 19.2196
O, 3.4727, 4.9633, 19.7949
O, 9.4474, 8.4519, 13.0258
O, 7.1393, 5.2116, 20.0089
O, -0.8646, 7.417, 17.5505
O, 5.7143, 4.0983, 15.3644
O, 8.4195, 10.313, 21.0994
O, 10.0073, 13.0437, 12.4868
O, 9.7438, 8.3486, 22.4928
O, -10.4084, 3.9874, 11.5444
O, 5.2597, -4.014, 19.5024
O, 7.0327, 13.9184, 17.4106
O, 13.6587, 11.6928, 17.0725
O, 3.9723, -1.4558, 8.6996
O, 2.7582, 7.6016, 19.7749
O, 1.3676, 4.2041, 24.6722
O, 6.4584, 16.5133, 17.4456
H, 11.6767, -0.1928, 19.0349

Results
free energy: -137341.105 eV
free energy less fixed offsets of H -15.97, N -385.13, O -568.88, Si -635.61 eV per atom: -0.185 eV

Forces (eV/angstrom), in the order of the atoms: element, x, y, z
Si, -0.0753, 0.0023, -0.4627
Si, 0.117, -0.0249, -0.4022
Si, 0.0428, -0.0463, -0.0572
Si, 0.0233, -0.0465, -0.2504
Si, 0.0332, -0.1041, -0.0612
Si, -0.0571, 0.0181, -0.1049
Si, -0.0655, 0.1541, -0.3771
Si, 0.1338, 0.0674, -0.3214
Si, 0.0382, 0.0933, -0.1381
Si, -0.023, 0.0532, -0.0396
Si, 0.0437, -0.0202, -0.2199
Si, 0.0949, 0.0511, -0.1763
Si, -0.0262, 0.0064, -0.1717
Si, 0.0391, 0.0071, -0.2188
Si, -0.0808, -0.0201, -0.1823
Si, -0.0182, 0.0011, -0.1938
Si, -0.0519, -0.1294, 0.0634
Si, -0.1479, -0.0382, 0.0597
Si, -0.0928, 0.0411, 0.0084
Si, -0.0134, 0.0606, 0.0138
Si, 0.0121, 0.0205, 0.0779
Si, 0.0676, -0.051, 0.1551
Si, 0.0212, -0.0528, 0.1
Si, -0.0985, 0.018, 0.1877
Si, 0.1187, 0.1517, -0.1775
Si, 0.1322, 0.3172, 0.0281
Si, -0.1189, -0.0357, -0.3325
Si, -0.0329, -0.2624, -0.2517
Si, -0.3995, 0.0523, 0.3823
Si, 0.0496, 0.0326, 0.516
Si, 0.2812, 0.1504, -0.2981
Si, -0.0053, 0.4048, -0.1725
Si, 0.0574, 0.0306, -0.0554
Si, 0.0953, 0.0342, -0.0025
Si, -0.0022, -0.0309, -0.0539
Si, -0.0163, -0.0287, 0.0036
Si, -0.0052, 0.0246, 0.0194
Si, 0.0278, 0.0245, -0.057
Si, 0.0357, -0.0444, 0.0343
Si, 0.0533, -0.032, -0.0405
Si, -0.0097, -0.0023, 0.0008
Si, -0.0088, -0.0033, -0.0161
Si, -0.0024, 0.0232, -0.0201
Si, -0.0016, 0.017, -0.0319
Si, -0.0123, 0.0607, -0.018
Si, -0.0263, 0.0384, -0.0104
Si, -0.0343, -0.0228, -0.0385
Si, -0.062, -0.0202, -0.011
Si, 0.0618, -0.0546, 0.0138
Si, -0.0154, 0.041, 0.0402
Si, -0.0322, 0.0182, -0.0033
Si, 0.053, -0.0525, 0.0165
Si, 0.0015, -0.0058, 0.0314
Si, 0.0377, -0.0226, 0.0145
Si, 0.0588, -0.0518, 0.0221
Si, -0.0173, 0.0414, -0.0046
Si, -0.0653, 0.035, 0.012
Si, 0.082, 0.0167, -0.013
Si, -0.0334, -0.0499, -0.0256
Si, -0.0392, 0.0726, 0.0129
Si, 0.0748, 0.085, 0.0359
Si, -0.13, 0.0496, 0.0517
Si, -0.0564, 0.0002, -0.0193
Si, -0.0846, -0.1648, 0.0031
Si, 0.1202, 0.1246, -0.4572
Si, -0.0963, -0.1689, 0.3084
Si, -0.1094, -0.123, -0.2269
Si, 0.1652, 0.1758, 0.2622
Si, 0.1242, -0.4781, 0.3228
Si, 0.2122, -0.0873, -0.0729
Si, -0.2063, -0.0816, 0.0195
Si, -0.2898, -0.2446, -0.3539
Si, 0.1575, 0.021, 0.1029
Si, -0.0453, -0.0603, -0.1408
Si, -0.0062, -0.0391, -0.21
Si, -0.0197, -0.0225, 0.1278
Si, 0.0874, -0.083, -0.1321
Si, 0.1529, 0.1491, 0.1065
Si, 0.0843, 0.0541, 0.0979
Si, 0.0037, 0.1091, -0.1658
Si, 0.0082, -0.1119, 0.3724
Si, -0.0368, -0.0074, 0.2837
Si, 0.0316, -0.1316, 0.2579
Si, 0.0186, 0.0507, 0.1422
Si, 0.0535, 0.1876, 0.086
Si, -0.1867, -0.1125, 0.2222
Si, -0.0037, -0.1198, 0.3083
Si, -0.2762, -0.077, 0.1556
Si, -0.1324, -0.0947, 0.1989
Si, -0.3714, 0.254, -0.1481
Si, -0.0967, -0.0815, 0.3099
Si, -0.0208, 0.1138, 0.087
Si, 0.1973, -0.0461, 0.0583
Si, 0.0674, 0.2378, 0.2077
Si, 0.4547, -0.0665, -0.1096
Si, 0.0112, -0.06, 0.1833
O, -0.1743, 0.0589, -0.431
N, 0.2907, 0.2994, -0.2249
O, -0.0565, -0.0376, -0.4592
O, -0.0102, 0.058, -0.3168
O, 0.1601, -0.0244, 0.6542
O, 0.2274, -0.1891, 0.4273
O, -0.1689, 0.1138, 0.638
O, 0.0704, -0.1037, 0.176
O, -0.0776, -0.0318, -0.1751
O, -0.0413, -0.1321, -0.4358
O, 0.1101, 0.0937, -0.0042
O, 0.0224, 0.0495, -0.0823
O, -0.1211, -0.1622, -0.3361
O, -0.013, -0.0509, -0.181
O, -0.061, 0.1371, 0.01
O, -0.0024, 0.0582, 0.0533
O, 0.0338, 0.0536, 0.3515
O, -0.0426, 0.1274, 0.2808
O, -0.0027, 0.0212, 0.1561
O, 0.0116, -0.0995, 0.0723
O, -0.0706, 0.0282, 0.111
O, -0.0756, 0.2377, 0.3315
O, -0.0594, 0.047, 0.295
O, 0.0499, -0.1156, 0.3494
Si, 0.2356, 0.0479, 0.2515
Si, -0.0403, -0.0157, -0.0955
Si, -0.0615, 0.0162, 0.1205
Si, 0.001, -0.0459, 0.0601
Si, 0.0301, 0.0006, -0.1611
Si, -0.0055, -0.0601, -0.1833
Si, 0.1186, 0.1134, 0.0428
Si, -0.1374, -0.1849, -0.3477
Si, 0.0738, 0.0065, -0.0119
Si, -0.1623, -0.1866, -0.1538
Si, 0.0744, -0.0045, 0.1937
Si, 0.0054, -0.1015, -0.0259
Si, -0.0021, 0.0145, 0.0824
Si, -0.0742, -0.0124, 0.2103
Si, -0.1548, 0.0387, 0.0186
Si, 0.1753, 0.0253, 0.0574
Si, 0.0241, -0.0416, -0.1706
Si, 0.1002, -0.0155, 0.319
Si, -0.0381, -0.0263, -0.1714
Si, -0.1462, 0.0959, -0.1282
Si, 0.1065, 0, 0.1173
Si, -0.0116, -0.0039, 0.0994
Si, 0.1104, 0.0591, 0
Si, -0.1124, -0.0426, 0.0436
Si, 0.062, -0.0202, -0.1098
Si, 0.0119, 0.0905, -0.2905
Si, -0.0455, -0.0226, -0.0807
Si, 0.0395, -0.1255, 0.0326
Si, 0.0098, 0.0269, 0.0132
Si, -0.032, -0.0289, 0.0596
Si, 0.0153, 0.0165, 0.1
Si, -0.0971, -0.0293, 0.2269
Si, -0.0491, -0.1039, -0.1039
Si, -0.0711, -0.16, 0.1176
Si, -0.054, 0.1426, -0.0599
Si, 0.0474, 0.0069, 0.1051
Si, 0.073, 0.0455, 0.0885
Si, -0.0395, 0.1711, -0.1448
O, -0.0298, 0.0645, 0.0468
O, -0.0207, 0.0196, -0.0115
O, 0.0167, 0.0163, 0.1026
O, 0.0049, 0.002, 0.04
O, 0.0129, -0.0298, 0.0193
O, 0.006, -0.0303, 0.0443
O, 0.1107, 0.0108, -0.2989
O, 0.0051, 0.0399, -0.0453
O, -0.0349, -0.0059, 0.0639
O, -0.0199, 0.0195, 0.0148
O, 0.0013, -0.0038, 0.0662
O, 0.0494, -0.0185, -0.0575
O, -0.0258, 0.0191, -0.077
O, -0.0557, -0.0077, -0.0198
O, -0.0114, -0.0443, -0.025
O, -0.1508, -0.076, 0.1551
O, 0.0083, -0.0973, -0.1426
O, -0.02, -0.0019, -0.0193
O, 0.0069, 0.0003, 0.0349
O, 0.0261, 0.0372, 0.0783
O, 0.034, -0.0024, 0.0274
O, 0.0158, 0.0392, -0.0635
O, -0.0795, 0.0214, -0.0253
O, -0.0332, 0.0565, -0.1189
O, -0.0473, -0.0266, -0.0405
O, 0.0177, 0.0288, 0.1314
O, -0.0116, -0.007, 0.0002
O, -0.0015, -0.0049, 0.0554
O, -0.0637, -0.0829, -0.0783
O, 0.007, 0.0165, 0.094
O, -0.0445, -0.0046, 0.0284
O, -0.036, 0.0334, -0.0693
O, 0.0288, -0.0365, 0.0595
O, 0.0209, -0.0072, -0.0604
O, -0.0231, 0.0287, 0.0034
O, -0.0048, -0.0045, -0.0326
O, -0.0791, -0.0199, -0.0407
O, -0.044, 0.0512, -0.1948
O, 0.0548, 0.0071, 0.0764
O, 0.0238, 0.0167, -0.2126
O, 0.0458, -0.0364, 0.0636
O, 0.0122, 0.0113, -0.0601
O, -0.0168, 0.0258, 0.008
O, -0.0202, 0.0108, 0.0181
O, -0.0256, -0.0136, -0.0168
O, -0.0274, -0.0095, -0.0414
O, -0.0078, 0.0066, 0.0211
O, -0.033, 0.0212, -0.0331
O, -0.0164, -0.1535, -0.031
O, 0.0398, 0.0129, -0.0936
O, 0.0818, 0.0329, 0.1187
O, -0.006, -0.0457, -0.0397
O, -0.0267, 0.0485, -0.0012
O, 0.0421, -0.0842, 0.0967
O, 0.0024, 0.0401, 0.0394
O, 0.0833, -0.0001, -0.1041
O, 0.0044, -0.0187, 0.0032
O, 0.0388, -0.0645, 0.0103
O, 0.0623, 0.099, -0.0275
O, 0.0872, -0.0963, 0.064
O, 0.0354, -0.0043, -0.0758
O, -0.0278, 0.0136, 0.0147
O, 0.0405, 0.0173, -0.09
O, -0.0518, 0.0375, -0.0259
O, -0.0617, -0.0903, -0.0841
O, 0.0372, 0.0192, -0.0054
O, 0.0787, -0.1072, 0.431
O, -0.0067, 0.0014, -0.0769
H, 0.0554, 0.117, -0.036

The program warned: the cutoff lies below the one the program advises for these potential files; the forces do not sum to zero within the program's tolerance; the exchange-correlation potential is rough where the density is thin.
